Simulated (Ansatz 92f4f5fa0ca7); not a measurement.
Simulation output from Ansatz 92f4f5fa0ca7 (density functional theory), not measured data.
Periodic cell of 171 atoms, Si99O72, from a study of silicon, its oxide and their interface. The atomic structure is a simulated model.

Settings: functional PBE; potential files Ansatz PAW; basis plane waves; wave-function cutoff 700 eV; density cutoff ratio 5; exchange-correlation grid ratio 2; k mesh 2 x 2 x 1, shifted by 0.5 0.5 0.5 of a step; self-consistency stop 5e-08 eV per atom in the density residual; occupations Fermi-Dirac, 0.05 eV; spin none; net charge 0.

Cell vectors (angstrom)
a	11.5983	0	0
b	0	11.5983	0
c	0.8847	4.8189	21.5631

Atoms: element, x, y, z (angstrom)
Si	1.524	0.8014	-0.1351
Si	1.5166	3.8627	-0.4949
Si	1.1162	8.3273	-0.4962
Si	5.4401	0.3741	-0.2929
Si	5.5041	3.5948	-0.4878
Si	5.3375	8.751	-0.5717
Si	9.5211	0.2463	-0.4029
Si	9.3008	4.7138	-0.7377
Si	8.808	7.941	-0.8594
Si	3.5186	0.4677	1.0633
Si	3.5182	4.247	0.768
Si	3.3016	8.3679	0.6677
Si	7.449	0.2767	0.9161
Si	7.4226	4.1428	0.779
Si	7.1655	8.212	0.8344
Si	11.1876	0.6566	1.1827
Si	11.1633	4.4374	0.7704
Si	10.8055	8.377	0.8202
Si	3.4901	2.443	2.3197
Si	3.4352	6.3417	2.0465
Si	3.3726	10.0817	2.2939
Si	7.4467	2.3027	2.2448
Si	7.2231	6.1965	2.109
Si	7.3211	10.0263	2.3107
Si	11.1322	2.6209	2.3693
Si	11.1012	6.3748	2.1525
Si	11.0465	10.1954	2.3175
Si	1.531	2.4985	3.652
Si	1.5029	6.3408	3.4924
Si	1.4241	10.0919	3.6236
Si	5.4628	2.4109	3.6139
Si	5.3245	6.307	3.5105
Si	5.3504	10.0533	3.6191
Si	9.2384	2.4695	3.7525
Si	9.1591	6.2569	3.5403
Si	9.187	10.0907	3.7224
Si	1.4868	0.4695	4.8943
Si	1.5831	4.4665	4.9526
Si	1.4171	8.184	5.03
Si	5.3482	0.4176	4.9113
Si	5.3838	4.4243	4.9277
Si	5.3774	8.1575	5.0567
Si	9.211	0.4625	4.9764
Si	9.1761	4.4384	5.0559
Si	9.1916	8.1212	5.0206
Si	3.4067	0.4519	6.2619
Si	3.5242	4.4622	6.3572
Si	3.3871	8.182	6.4025
Si	7.2613	0.4427	6.2819
Si	7.2038	4.4584	6.4228
Si	7.3505	8.1322	6.496
Si	11.1648	0.454	6.2531
Si	11.2225	4.4565	6.267
Si	11.0502	8.1688	6.481
Si	3.5722	2.4254	7.4913
Si	3.4743	6.3378	7.9028
Si	3.3268	10.1472	7.747
Si	7.2326	2.4039	7.5627
Si	7.2743	6.2562	8.0464
Si	7.2823	10.1823	7.7477
Si	11.1561	2.4487	7.42
Si	11.1725	6.1867	7.8591
Si	11.0254	10.2454	7.7405
Si	1.5493	2.3962	8.6032
Si	1.5054	6.6699	9.2744
Si	1.2952	9.8845	9.1287
Si	5.3869	1.7574	8.943
Si	5.2959	6.691	9.4192
Si	5.3191	10.0335	9.006
Si	9.2359	2.5647	8.7328
Si	9.3216	5.6947	9.2674
Si	9.1538	11.0385	9.0883
Si	9.3489	10.976	16.5937
Si	0.353	5.3389	16.8635
Si	4.876	3.9644	11.2409
Si	6.6676	11.1753	13.6091
Si	5.6098	3.2418	16.7686
Si	1.8042	11.9915	10.8716
Si	10.3487	12.2936	14.1013
Si	3.8945	11.5087	12.9413
Si	5.7021	6.2404	15.898
Si	14.3782	9.6945	15.2239
Si	8.127	7.9018	16.7012
Si	10.1568	7.2104	18.782
Si	12.6493	3.7607	19.4587
Si	2.9911	10.8856	19.6083
Si	12.7303	5.8049	12.3593
Si	5.2289	10.7639	16.2685
Si	9.8287	3.49	15.4081
Si	5.929	10.8874	19.3825
Si	12.3305	11.6582	16.1626
Si	9.2811	10.2363	12.1471
Si	2.5991	6.6574	14.9782
Si	9.8905	7.129	12.1333
Si	3.2851	12.8702	17.0855
Si	1.7177	3.238	11.3971
Si	8.1959	5.954	14.4235
Si	5.6027	2.311	13.6676
Si	8.3966	13.56	17.8538
O	4.129	2.6815	17.3227
O	11.1905	6.5677	17.6573
O	6.4644	10.8046	15.2015
O	5.4243	1.9493	-1.0266
O	1.4937	2.2661	-0.9028
O	4.1598	6.5277	15.4463
O	1.3286	8.2895	9.5223
O	5.3771	-1.1852	-1.0838
O	6.8773	2.5853	17.5986
O	11.8592	11.9679	14.6291
O	5.6159	7.5624	-1.7728
O	1.3154	13.2759	11.7788
O	10.5	8.7028	19.3909
O	10.0582	6.2561	20.0814
O	11.346	6.5999	12.6841
O	8.1927	8.8078	-2.2022
O	9.2239	1.0773	9.5491
O	5.3032	10.6936	12.8448
O	1.9655	11.5201	20.6961
O	12.436	4.1865	12.3884
O	1.8901	12.5347	9.3347
O	1.2984	3.4972	9.8316
O	0.9623	10.6102	10.6384
O	9.2674	11.513	15.0533
O	3.2958	3.6415	11.5261
O	2.8933	10.6722	13.9228
O	5.2898	8.3617	9.7816
O	5.1505	5.5041	10.6725
O	5.4283	2.8584	10.1698
O	5.6612	3.5923	12.6507
O	6.8312	12.8139	13.4364
O	8.6413	4.4272	14.8018
O	9.888	8.7406	12.4529
O	13.8861	6.0559	13.4951
O	4.2858	12.0838	16.0397
O	9.0744	10.2733	10.5461
O	9.3804	14.361	16.8002
O	3.2438	11.543	11.4677
O	4.2366	9.4945	15.9561
O	6.564	5.9727	14.5267
O	0.7472	9.0182	-1.9865
O	9.2729	4.0141	9.6582
O	8.6813	7.2732	18.0906
O	11.0547	4.5288	15.7437
O	4.5131	10.834	20.1955
O	5.6797	4.8903	16.8574
O	5.7165	2.8767	15.1813
O	13.8276	8.2334	14.83
O	8.6961	6.3633	12.9443
O	0.842	4.2027	17.9149
O	9.6306	6.7028	10.5742
O	8.8109	7.0802	15.4518
O	10.955	11.2461	17.0095
O	6.7049	9.5222	19.8447
O	5.8019	10.7439	17.7668
O	1.371	-0.1877	-1.4413
O	9.0034	6.306	-1.1865
O	13.3113	12.9552	16.5551
O	8.7096	9.4566	16.6489
O	8.4139	11.9538	17.4942
O	1.6701	6.1573	10.8592
O	10.3326	-0.9367	-1.2832
O	1.6463	5.962	16.0962
O	10.1597	11.5615	12.6439
O	7.8557	10.3237	12.9429
O	4.21	1.4525	13.4337
O	13.2811	10.3385	16.2409
O	10.1465	2.3276	14.2698
O	6.4936	7.5339	16.623
O	3.1508	11.8576	18.3354
O	1.5754	4.5234	-2.053
O	5.4365	0.1593	9.487

Results
free energy: -103888.409 eV
free energy less fixed offsets of O -569.03, Si -635.61 eV per atom: 7.141 eV
pressure: -1.67 GPa
stress xx, yy, zz, yz, xz, xy (GPa, positive in tension): 0.68, 3.55, 0.79, 0.13, 0.01, 0.43

Forces (eV/angstrom), in the order of the atoms: element, x, y, z
Si	0.0926	0.0432	-0.3007
Si	0.0676	-0.2929	-0.0919
Si	-0.0265	-0.2646	0.3772
Si	-0.0689	-0.0216	-0.1943
Si	0.0663	-0.4012	0.0172
Si	-0.2281	0.3362	0.1064
Si	0.1436	0.4667	0.0361
Si	-0.059	-0.0808	0.1041
Si	-0.2552	-0.0136	0.5402
Si	-0.1807	-0.0037	-0.1784
Si	-0.0697	-0.1846	-0.0247
Si	-0.0276	0.0843	-0.2685
Si	0.32	0.0993	-0.2557
Si	0.0762	0.1264	-0.252
Si	0.0322	-0.0289	-0.2499
Si	-0.032	-0.2942	-0.1898
Si	0.0008	0.0036	-0.1576
Si	-0.1334	-0.0827	-0.4777
Si	0.0257	0.2638	0.0259
Si	-0.0643	-0.0262	-0.2345
Si	0.0623	-0.1289	-0.0194
Si	0.1177	0.0171	0.0276
Si	0.0476	-0.1332	-0.1173
Si	-0.0401	-0.1305	0.1064
Si	-0.0532	0.3387	0.0456
Si	0.0367	0.0057	0.0154
Si	0.031	-0.1297	-0.015
Si	0.121	-0.0403	-0.0472
Si	-0.065	0.1178	-0.0082
Si	0.0284	-0.1016	0.0024
Si	-0.173	0.0066	0.0415
Si	0.0371	0.0726	0.1273
Si	-0.0346	-0.0927	0.0444
Si	-0.0724	-0.0645	-0.0899
Si	0.0028	0.0472	-0.1222
Si	-0.0086	0.078	-0.0177
Si	-0.1272	0.0916	0.0171
Si	-0.0689	-0.0761	0.0097
Si	0.1255	-0.0241	0.2136
Si	0.1024	0.1622	-0.0066
Si	0.1093	0.0057	-0.1958
Si	-0.0099	-0.0014	0.0769
Si	-0.0544	-0.158	0.0462
Si	-0.0444	0.0257	-0.0003
Si	0.0261	-0.0205	0.0372
Si	-0.0266	-0.2683	-0.0436
Si	0.0137	0.2271	0.0598
Si	-0.014	0.0552	-0.0999
Si	-0.0823	0.0038	-0.1331
Si	-0.0719	0.1674	0.0873
Si	-0.0982	0.0168	0.1545
Si	0.0903	-0.1851	-0.2305
Si	0.0646	0.1236	-0.2407
Si	0.0674	-0.0428	-0.0537
Si	-0.021	-0.1279	0.2228
Si	-0.2297	0.0075	0.1853
Si	-0.3106	-0.0616	0.3018
Si	-0.2315	-0.2414	0.1413
Si	0.1027	0.0057	0.1945
Si	0.452	0.094	0.169
Si	0.0795	0.0775	0.1346
Si	0.167	0.085	0.3452
Si	-0.0049	0.1099	0.2579
Si	0.0315	0.1321	0.2327
Si	-0.0267	-0.1184	0.1077
Si	-0.1682	-0.1879	-0.1224
Si	0.1769	0.184	0.1421
Si	0.0703	-0.1811	-0.1165
Si	-0.0605	-0.0941	-0.2766
Si	-0.0412	0.1414	0.6274
Si	-0.0069	-0.2355	0.035
Si	-0.0981	-0.1728	0.3097
Si	0.0951	0.0209	-0.2343
Si	-0.0034	0.0651	-0.4709
Si	0.0856	-0.1578	0.0696
Si	0.0315	0.1403	0.1821
Si	0.0064	0.2085	-0.3635
Si	-0.0526	0.0679	0.2221
Si	0.0133	0.1221	0.1853
Si	0.096	0.007	0.4567
Si	-0.1459	0.0486	-0.1385
Si	-0.0031	-0.1403	-0.0063
Si	0.0489	-0.055	-0.3723
Si	0.0655	-0.1263	-0.3564
Si	0.0224	0.29	-0.1971
Si	-0.0593	-0.1158	-0.3206
Si	-0.0853	0.0505	0.2815
Si	-0.0639	-0.1064	-0.4929
Si	-0.0135	0.0301	-0.281
Si	0.0551	0.1033	-0.3139
Si	0.0097	-0.1076	-0.2566
Si	-0.035	0.149	0.4305
Si	0.0165	0.2434	0.0868
Si	0.1152	-0.1016	0.4586
Si	0.0014	0.1484	-0.5853
Si	-0.1344	0.1954	0.3219
Si	0.0386	-0.1067	0.137
Si	0.0999	-0.2476	0.0782
Si	0.0897	-0.1691	-0.6068
O	-0.0763	-0.1232	0.1749
O	-0.1419	0.1502	0.3467
O	-0.0905	0.0128	0.0965
O	0.0712	0.1951	0.3475
O	-0.0634	0.1577	0.4587
O	0.0572	-0.0797	-0.0038
O	0.012	0.0996	-0.1047
O	0.0158	-0.1506	0.331
O	0.1736	-0.0698	0.1917
O	-0.0511	-0.0222	0.0436
O	-0.0724	0.1714	0.1238
O	0.0938	-0.0814	-0.1097
O	-0.0616	0.1436	0.2577
O	-0.0081	-0.2972	0.1994
O	-0.0572	0.0508	-0.1627
O	0.4289	-0.2348	0.4564
O	0.0594	-0.3565	-0.3961
O	-0.0552	0.0796	-0.1597
O	0.2082	0.1134	-0.1564
O	0.1233	-0.068	-0.2694
O	-0.0036	0.0121	0.0078
O	0.082	-0.1863	-0.2119
O	0.1608	-0.0773	-0.2744
O	-0.043	-0.0135	0.0166
O	-0.0013	0.0178	-0.0465
O	0.0504	0.1364	-0.2237
O	0.0752	0.6978	-0.2411
O	0.0287	0.3037	-0.208
O	-0.0567	-0.0689	0.0581
O	-0.122	0.1911	-0.2985
O	-0.1432	-0.0334	-0.0265
O	0.0201	0.0778	-0.0084
O	-0.0053	0.0165	-0.2302
O	-0.0744	-0.0689	-0.2474
O	-0.1148	0.0739	0.1391
O	0.0066	0.106	-0.3146
O	-0.1242	-0.101	0.3256
O	-0.0203	-0.0065	-0.3374
O	0.0781	0.2326	0.1065
O	0.0315	0.012	0.0539
O	-0.0629	-0.0079	0.2628
O	-0.002	0.2341	-0.4904
O	0.0427	-0.0533	0.2678
O	0.0746	0.0338	0.1886
O	-0.0922	-0.0299	0.0118
O	0.0489	-0.0573	0.1492
O	-0.0248	-0.0028	0.1075
O	0.0154	0.0067	-0.0057
O	0.0613	0.0732	-0.2021
O	0.0792	-0.2142	0.4252
O	-0.1081	-0.2942	-0.3117
O	-0.0779	0.0565	0.1015
O	-0.0092	0.0312	0.086
O	-0.0987	0.0093	-0.0214
O	0.1268	-0.0235	0.5404
O	-0.1099	-0.077	0.146
O	0.1278	0.1054	-0.0681
O	0.1078	-0.0238	0.1593
O	-0.0136	-0.0179	0.1308
O	-0.1025	0.1623	0.185
O	0.0291	0.0959	-0.5253
O	-0.2221	0.0469	-0.0102
O	-0.1186	-0.0965	0.1027
O	-0.0303	-0.1634	-0.1703
O	0.1314	-0.0849	-0.2247
O	-0.0668	-0.06	-0.1073
O	-0.0347	0.0559	0.0334
O	-0.0115	-0.0679	0.0561
O	0.1413	-0.0248	0.1028
O	-0.0381	-0.3165	0.4712
O	0.118	0.3455	0.1327
O	-0.1646	-0.2195	-0.0372

The program warned: the cutoff lies below the one the program advises for these potential files.
